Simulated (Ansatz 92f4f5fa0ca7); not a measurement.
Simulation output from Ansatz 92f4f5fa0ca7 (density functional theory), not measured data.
Periodic cell of 237 atoms, Si145O90As2, from a study of silicon, its oxide and their interface. The atomic structure is a simulated model.
Doubt: the cutoff is far below the 930 eV that the study's wrapper takes by default for these files, so forces and energies are approximate.
This geometry differs little from another in the collection (a relaxation step or a small displacement).

Settings: functional PBE; potential files Ansatz PAW; basis plane waves; wave-function cutoff 580 eV; density cutoff ratio 5; exchange-correlation grid ratio 1; k mesh 1 x 1 x 1, Gamma-centred; self-consistency stop 5e-08 eV per atom in the density residual; occupations fixed; spin none; net charge 0.

Cell vectors (angstrom)
a	11.6015	0	0
b	0	10.938	0
c	0	0	32.0622

Atoms: element, x, y, z (angstrom)
Si	-0.1754	-0.0708	23.2628
Si	3.6861	0.216	23.0896
Si	7.5672	-0.1323	23.4335
Si	1.699	1.3793	23.4084
Si	5.752	1.4122	23.1839
Si	9.4623	1.225	23.3459
Si	0.1868	5.334	23.4353
Si	4.1384	5.2983	23.3831
Si	8.0529	5.6033	23.5448
Si	2.1861	6.6052	23.3741
Si	5.9879	6.7648	23.4663
Si	10.0208	6.8715	23.5971
Si	1.9141	2.6705	25.374
Si	5.8413	2.6561	25.2521
Si	9.6485	2.6854	25.2501
Si	11.6117	4.0173	25.364
Si	3.9045	3.9766	25.314
Si	7.7563	4.0859	25.3375
Si	1.989	8.157	25.2031
Si	5.7869	8.1691	25.3503
Si	9.7237	8.2675	25.4293
Si	11.6518	9.5643	25.2613
Si	3.8795	9.5949	25.0643
Si	7.702	9.5227	25.3965
Si	11.6598	-0.0083	27.2064
Si	3.9102	-0.0524	27.1188
Si	7.7676	-0.0144	27.276
Si	1.9943	1.3163	27.2729
Si	5.8363	1.3236	27.2039
Si	9.7058	1.3342	27.2019
Si	11.6015	5.4702	27.2298
Si	3.8556	5.4225	27.2113
Si	7.7212	5.4594	27.2589
Si	1.947	6.8274	27.1833
Si	5.7689	6.7998	27.2625
Si	9.6632	6.8154	27.2794
Si	1.9509	2.7248	29.1717
Si	5.7997	2.7106	29.1406
Si	9.6862	2.7234	29.1409
Si	0.0165	4.0971	29.1599
Si	3.8739	4.0892	29.1653
Si	7.7366	4.0787	29.172
Si	1.9497	8.1866	29.139
Si	5.7967	8.1918	29.1707
Si	9.6781	8.2049	29.1849
Si	0.0169	9.5599	29.1496
Si	3.8779	9.5692	29.1209
Si	7.738	9.5494	29.1873
Si	0	0	31.0965
Si	3.8672	0	31.0965
Si	7.7343	0	31.0965
Si	1.9336	1.3673	31.0965
Si	5.8008	1.3673	31.0965
Si	9.6679	1.3673	31.0965
Si	0	5.469	31.0965
Si	3.8672	5.469	31.0965
Si	7.7343	5.469	31.0965
Si	1.9336	6.8362	31.0965
Si	5.8008	6.8362	31.0965
Si	9.6679	6.8362	31.0965
Si	1.9336	2.7345	0.9679
Si	5.8008	2.7345	0.9679
Si	9.6679	2.7345	0.9679
Si	0	4.1018	0.9679
Si	3.8672	4.1018	0.9679
Si	7.7343	4.1018	0.9679
Si	1.9336	8.2035	0.9679
Si	5.8008	8.2035	0.9679
Si	9.6679	8.2035	0.9679
Si	0	9.5708	0.9679
Si	3.8672	9.5708	0.9679
Si	7.7343	9.5708	0.9679
Si	11.6079	-0.0088	2.962
Si	3.8293	-0.0019	2.9027
Si	7.7583	-0.0032	2.8978
Si	1.9163	1.4002	2.9245
Si	5.7916	1.2908	2.8167
Si	9.6772	1.3663	2.912
Si	11.5716	5.5071	2.869
Si	3.8841	5.5057	2.8962
Si	7.746	5.5053	2.8927
Si	1.916	6.8317	2.8896
Si	5.8204	6.8535	2.884
Si	9.6741	6.9069	2.9729
Si	1.9047	2.9001	4.7798
Si	5.7384	2.6117	4.7188
Si	9.6035	2.772	4.8243
Si	11.5098	4.1907	4.8075
Si	3.9157	4.118	4.8046
Si	7.6124	4.0131	4.7243
Si	1.8902	8.1752	4.827
Si	5.8274	8.2731	4.7702
Si	9.6994	8.2824	4.9549
Si	11.6411	9.6795	5.0167
Si	3.8288	9.4938	4.7958
Si	7.767	9.6517	4.8836
Si	11.722	0.3944	6.8667
Si	3.7914	-0.0466	6.6647
Si	7.7945	0.0442	6.89
Si	2.144	1.5886	6.688
Si	5.7591	1.236	6.6507
Si	9.6873	1.5426	6.8506
Si	11.4973	5.5898	6.7247
Si	3.9499	5.4319	6.7954
As	7.7086	5.5447	6.5641
Si	1.9637	6.7019	6.686
Si	5.7845	6.9511	6.6997
As	9.7677	7.2594	7.2178
O	10.8204	8.6789	7.9229
O	7.8054	9.8981	8.1789
O	7.2062	4.6065	8.0612
O	3.3909	10.3549	8.2089
O	2.1302	7.6024	8.0547
O	4.0433	4.601	8.2483
O	9.7533	2.5065	8.2198
O	2.6705	2.3804	8.0863
O	11.4074	4.5953	8.0439
O	5.4072	2.3583	7.8155
O	6.028	7.8857	8.0552
O	11.7419	10.9844	8.4976
O	11.3143	10.0672	21.7884
O	3.2518	10.7547	21.5035
O	5.808	7.7607	22.1413
O	4.2333	4.45	21.932
O	7.692	9.6934	22.1719
O	10.285	7.6829	22.1742
O	1.619	2.4076	22.1077
O	5.9685	2.45	21.8788
O	8.482	4.7166	22.2015
O	-0.0242	4.486	22
O	2.3861	7.4452	21.9595
O	9.1508	1.8854	21.8517
Si	2.099	7.891	9.6338
Si	5.0694	0.5991	17.6584
Si	2.5425	5.4624	14.0045
Si	10.6819	3.8712	14.0507
Si	8.354	2.4119	15.2316
Si	9.5664	2.2571	20.3258
Si	10.4828	3.7197	9.0562
Si	0.0956	2.3684	11.5606
Si	11.057	8.1705	15.3691
Si	5.2154	6.9522	13.9593
Si	5.8027	2.6537	11.1085
Si	8.6038	7.6802	19.3676
Si	8.14	4.861	20.6193
Si	5.9609	9.6117	15.1719
Si	2.1394	7.6482	20.3661
Si	1.9921	4.9089	18.795
Si	4.548	3.459	17.995
Si	8.5367	8.9462	16.7965
Si	0.877	9.5397	13.3148
Si	9.9863	10.7149	11.7353
Si	5.3758	3.716	21.0088
Si	0.6534	5.5733	16.2569
Si	11.2279	9.5908	9.1863
Si	6.5839	8.8959	21.2696
Si	7.149	7.1144	11.4338
Si	2.7208	0.7715	12.1473
Si	10.8998	8.6685	21.0367
Si	6.0921	4.331	15.6017
Si	7.1494	0.5108	12.9451
Si	4.1148	2.9928	8.5825
Si	0.9466	6.8088	11.8982
Si	6.6943	9.0381	9.0274
Si	0.6951	3.3007	21.1198
Si	9.8747	6.52	12.8541
Si	7.6612	4.5856	9.6292
Si	3.9985	10.0945	20.1956
Si	4.3073	3.069	13.5086
Si	3.9813	10.0276	9.7048
Si	8.0918	0.8026	18.0047
O	11.6714	3.2168	12.9444
O	9.2917	4.6211	9.7309
O	8.8111	3.6126	19.8453
O	4.0757	-0.0476	18.7822
O	11.4189	4.5513	15.3234
O	10.0777	9.9089	10.3106
O	3.7941	1.5841	13.0762
O	0.6937	9.1121	14.8795
O	6.5082	1.0015	18.3453
O	4.8099	3.1773	19.5868
O	6.3038	1.218	11.7312
O	0.9288	8.9836	9.9602
O	5.7052	4.3148	17.1992
O	8.4817	7.1075	12.3364
O	4.4562	2.6526	10.1466
O	2.1301	5.7256	15.5587
O	3.4881	0.0465	10.9093
O	5.9456	7.2369	12.5241
O	2.3836	6.3387	19.451
O	0.7266	5.0123	17.7789
O	8.4595	10.6965	12.3104
O	5.5932	10.1266	9.5359
O	0.5986	8.1325	20.2164
O	9.8523	2.6344	14.683
O	2.0236	10.6703	13.1863
O	9.9739	9.1321	16.0804
O	6.2032	10.387	13.7514
O	7.5645	1.6085	14.0673
O	1.69	3.8882	20.002
O	5.9348	5.7992	14.8926
O	7.3749	8.9624	15.6711
O	1.5668	1.691	11.468
O	7.2703	8.3586	10.3831
O	4.3488	2.0081	17.2616
O	7.0862	3.2121	10.2881
O	11.5722	7.0409	16.41
O	8.3125	10.1609	17.8191
O	3.5446	8.4966	10.0782
O	7.6459	3.862	15.4732
O	3.2059	4.3483	17.8886
O	2.9589	3.9286	13.7221
O	1.4038	8.245	12.4975
O	1.2649	5.704	13.0347
O	5.0234	8.3255	14.826
O	11.1864	2.4151	20.3163
O	11.0126	10.033	12.7983
O	5.3322	3.6204	12.3482
O	5.1529	3.1881	14.8915
O	6.5075	4.8242	20.5724
O	8.448	1.5924	16.6307
O	10.4492	1.3216	11.5347
O	10.9472	6.6931	11.6268
O	3.2303	8.7185	19.8275
O	1.772	6.5511	10.513
O	7.1868	8.2104	19.9441
O	8.5268	7.6035	17.7355
O	3.7253	6.4625	13.5656
O	9.7122	4.9627	13.3094
O	5.5245	9.9834	20.734
O	10.3618	7.4109	14.114
O	8.8001	6.1746	19.9422
O	7.0091	5.7861	10.5102
O	5.2973	10.566	16.3432
O	9.0788	1.1612	19.2405
O	11.505	3.2811	10.2319
O	9.7636	8.719	19.8696

Results
free energy: -153071.222 eV
free energy less fixed offsets of As -4856.12, O -568.88, Si -635.61 eV per atom: 3.668 eV

Forces (eV/angstrom), in the order of the atoms: element, x, y, z
Si	0.0004	-0.0004	0.0002
Si	-0.0001	-0.0003	-0.0003
Si	0.0002	-0.0004	-0.0003
Si	-0.0007	0.0006	0.0002
Si	-0.0001	0	0.0001
Si	-0.0005	-0.0004	0.001
Si	-0.0005	-0.0006	0.0003
Si	-0.0004	0.0001	0.0004
Si	-0.0005	0.0002	-0.001
Si	-0.0002	-0.0002	0.0004
Si	-0.0005	0.0001	0.0007
Si	0	0.0011	0.0007
Si	-0.0002	0	0
Si	-0.0001	0.0001	0.0005
Si	0.0004	0.0008	0.0004
Si	0.0002	0.0002	-0.0002
Si	0.0004	0	-0.0002
Si	-0.0004	-0.0001	-0.0007
Si	0.0001	0	-0.0003
Si	0.0003	0.0003	-0.0001
Si	0	-0.0008	-0.0006
Si	-0.0001	-0.0001	-0.0003
Si	-0.0001	-0.0003	0.0002
Si	0.0004	0.0001	0.0001
Si	0.0001	0	0.0006
Si	-0.0002	-0.0002	0.0004
Si	-0.0005	0.0002	-0.0001
Si	0.0001	0.0001	-0.0002
Si	0	-0.0001	0.0003
Si	-0.0001	-0.0002	0.0001
Si	-0.0002	-0.0002	-0.0001
Si	0	-0.0001	-0.0002
Si	0.0003	0.0001	0
Si	-0.0002	0.0001	0.0004
Si	-0.0004	-0.0005	-0.0001
Si	-0.0001	0.0007	-0.0002
Si	0.0006	-0.0001	-0.0001
Si	0.0001	-0.0002	-0.0009
Si	0.0001	0.0004	-0.0006
Si	-0.0003	-0.0002	0.0003
Si	-0.0004	-0.0003	0.0004
Si	-0.0002	-0.0003	0.0006
Si	-0.0001	0	0
Si	-0.0005	0.0003	0.001
Si	-0.0001	-0.0008	0.0008
Si	-0.0001	0.0001	-0.0005
Si	0.0003	-0.0004	-0.0009
Si	0.0006	-0.0001	-0.0001
Si	0.0314	0.0401	-0.0652
Si	-0.0038	0.0181	-0.2148
Si	-0.0255	0.0515	0.1045
Si	0.0002	-0.0657	0.077
Si	0.0056	0.0028	-0.1347
Si	0.0101	-0.0594	-0.1069
Si	0.0269	-0.0306	-0.0354
Si	0.0294	0.0191	-0.0265
Si	-0.0134	-0.0428	-0.0117
Si	0.0047	-0.0316	-0.0836
Si	-0.0268	-0.067	0.0781
Si	0.0586	-0.1537	0.1511
Si	-0.0294	0.0098	0.0757
Si	-0.0312	0.0158	-0.1995
Si	0.0477	0.0109	0.0601
Si	-0.0868	0.0445	-0.0777
Si	0.014	0.0511	0.0947
Si	0.0852	0.0601	0.0652
Si	0.0212	0.029	-0.0999
Si	0.0441	0.1387	-0.1142
Si	-0.069	0.0789	0.2085
Si	0.0085	0.0458	0.2901
Si	-0.1394	-0.1278	-0.0246
Si	0.088	-0.0553	-0.0238
Si	0.0001	0.0004	-0.0029
Si	0.0001	-0.0001	-0.0013
Si	-0.0005	0.003	-0.0035
Si	-0.0012	-0.0009	0.0017
Si	-0.0001	-0.0015	0
Si	-0.0004	-0.001	0.0017
Si	-0.0001	-0.0009	0.001
Si	0.0008	-0.0013	0.0014
Si	0.0016	-0.0008	0.0004
Si	0.0009	0.0014	-0.0011
Si	-0.0013	-0.0006	-0.0013
Si	-0.0028	-0.0009	0.004
Si	0.001	-0.0003	-0.0025
Si	0.0018	0.0013	-0.0021
Si	-0.0007	0.0008	-0.0031
Si	-0.0012	-0.0049	-0.0025
Si	-0.0004	0.0008	-0.0022
Si	-0.0074	-0.0054	-0.0017
Si	0.0007	0.0002	0.0012
Si	-0.0014	0.0019	0.0018
Si	0.005	0.0001	0.0018
Si	-0.0056	-0.0035	0.004
Si	0.0008	-0.0008	-0.003
Si	0.0015	0.0012	0.0032
Si	0.008	-0.0016	0.0002
Si	0.0031	-0.0004	0.0027
Si	-0.0069	-0.0032	0.002
Si	-0.0086	0.0039	0.0029
Si	0.0023	0.0005	0.0001
Si	-0.0026	0.0034	0.0033
Si	-0.0008	0.0105	0.0037
Si	0.0038	0.0055	-0.0005
As	0.0026	0.0017	0.0002
Si	-0.0019	-0.0074	-0.0029
Si	-0.0048	-0.0029	0.0048
As	-0.0015	-0.0047	0.001
O	0.0073	0.0217	0.0014
O	0.0024	0.0025	-0.0015
O	-0.0014	-0.0006	0.0018
O	-0.0005	0.0013	-0.0015
O	-0.0002	0.0031	0.003
O	-0.001	-0.0007	0.0015
O	0	-0.0034	-0.0023
O	0.0017	-0.0022	-0.0009
O	0.0014	-0.0016	-0.0002
O	0.0001	-0.0019	-0.0006
O	-0.0004	-0.0017	-0.0031
O	-0.0073	-0.0166	0.0058
O	-0.0004	0.0007	0.0001
O	0	-0.0004	0
O	-0.0006	-0.0003	0.0002
O	-0.0001	0.0001	-0.0001
O	-0.0001	0.0002	0
O	-0.0002	-0.0006	0.0001
O	0.0001	-0.0003	0.0002
O	-0.0003	-0.0005	0.0002
O	0	-0.0003	0.0002
O	-0.0002	0.0002	0
O	-0.0003	0.0002	0.0001
O	-0.0005	0.0002	-0.0001
Si	-0.0039	0.0035	0.0018
Si	-0.0002	-0.0001	0.0013
Si	-0.001	-0.0001	0.0012
Si	-0.001	0.0017	0.0012
Si	-0.0021	0.0034	0.0024
Si	-0.0004	-0.0006	0.0006
Si	-0.0014	0.0011	-0.0008
Si	0.0017	0.0008	-0.0019
Si	-0.0018	-0.0011	-0.0011
Si	-0.0002	-0.0006	0.0003
Si	-0.0011	0.0006	-0.0005
Si	-0.0008	-0.0001	0.0012
Si	-0.0001	0.0007	0.0001
Si	-0.0006	0.0001	0.0004
Si	-0.0003	-0.0001	0.0001
Si	-0.0002	-0.0001	0.0006
Si	-0.0004	0.0003	0.0002
Si	-0.0008	0.0003	0.0011
Si	-0.0017	-0.0023	-0.0039
Si	0.0026	-0.0045	-0.0014
Si	-0.0005	-0.0002	-0.0006
Si	-0.0003	-0.0004	-0.0009
Si	0.0052	0.0119	-0.0142
Si	0.0002	0.0006	-0.0004
Si	-0.001	0.0021	-0.0018
Si	0.0001	0.0003	-0.0018
Si	0.0002	-0.0001	-0.0002
Si	0.0002	-0.0002	0.0004
Si	-0.0009	-0.0009	-0.0023
Si	0.0002	0.0024	-0.0001
Si	-0.0033	0.0012	-0.0041
Si	0.0009	0	-0.0013
Si	0.0002	0.0003	0.0004
Si	0.0016	-0.0006	-0.0012
Si	0.0005	0.0008	-0.0018
Si	0.0004	0.0009	-0.0002
Si	0.0011	0.0007	0.0002
Si	0.0008	0.0001	-0.002
Si	-0.0019	-0.0003	0.0013
O	0.0004	-0.0001	0
O	0.0006	-0.0007	0.001
O	-0.0001	0.0005	-0.0005
O	-0.0001	-0.0002	0.0001
O	0.0004	0.0007	0.0006
O	0.0015	0.0058	0.0084
O	-0.0007	-0.0008	-0.0002
O	0.001	0.0011	-0.0027
O	-0.0009	0.0002	0.0001
O	0.0001	0	0.0001
O	-0.0011	0.0003	-0.0007
O	0.0023	-0.0155	-0.0018
O	-0.0007	0.0001	0.0004
O	-0.0017	0.0011	0.0003
O	-0.0006	-0.0002	0.0005
O	-0.0005	0.0001	0.0005
O	-0.0003	0.0006	0.0006
O	-0.0013	-0.0002	0.0013
O	0.0001	0.0005	-0.0001
O	-0.0002	0.0001	0.0008
O	0.0025	-0.0013	0.0002
O	-0.0015	-0.0009	0.0019
O	0	0.0003	-0.0004
O	0.0047	0.0012	-0.0021
O	-0.0035	-0.0036	0.0001
O	-0.0012	0.0015	0.0007
O	-0.0022	-0.0024	0.0017
O	-0.0032	-0.0001	-0.0022
O	-0.0005	-0.0001	-0.0002
O	-0.0007	-0.0001	-0.0006
O	0.0002	0.0002	0
O	-0.0019	0.0013	0.0006
O	-0.0016	-0.0002	0.0006
O	-0.0001	-0.0002	0
O	0.0004	0.0017	0.0001
O	0.0002	-0.0001	0
O	-0.001	-0.0021	-0.0002
O	0	0.0019	-0.0001
O	-0.0011	0.001	0.0002
O	-0.0005	0	-0.0003
O	-0.0013	0.0005	0
O	-0.0075	0.0079	0.0026
O	0.0011	-0.0001	0.0015
O	-0.0003	0.0004	-0.0003
O	0	-0.0002	-0.0001
O	0.0033	0.0028	-0.0016
O	-0.0009	-0.0003	0.0009
O	0	-0.0005	0.0003
O	-0.0004	-0.0001	0
O	0.0011	-0.0003	0.0014
O	0.0001	-0.0018	0.0012
O	0.0011	-0.003	0.002
O	-0.0005	-0.0006	-0.0001
O	-0.0004	0.0035	0.0018
O	-0.0002	-0.0002	0.0006
O	0	-0.0005	-0.0002
O	0.0004	0.0005	-0.0002
O	-0.0014	-0.0014	0.0011
O	0.0004	-0.0007	0.0002
O	-0.0002	0.0018	0.0028
O	0	-0.0007	0.0003
O	0.0007	-0.0014	-0.0005
O	-0.0003	0.0004	0.0001
O	0.0011	-0.0003	0.0017
O	-0.0002	-0.0004	0.0019
O	0.0003	0.0001	0.0003

The program warned: the cutoff lies below the one the program advises for these potential files; the exchange-correlation potential is rough where the density is thin.
